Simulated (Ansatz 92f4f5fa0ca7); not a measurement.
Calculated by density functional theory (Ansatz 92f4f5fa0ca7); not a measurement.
Periodic cell of 189 atoms, Si117O72, from a study of silicon, its oxide and their interface. The atomic structure is a simulated model.

Settings
functional: r2SCAN
potential files: Ansatz norm-conserving
basis: plane waves
wave-function cutoff: 1300 eV
density cutoff ratio: 4
exchange-correlation grid ratio: 1
k mesh: 2 x 2 x 1, shifted by 0.5 0.5 0.5 of a step
self-consistency stop: 5e-08 eV per atom in the density residual
occupations: Fermi-Dirac, 0.05 eV
spin: none
net charge: 0

Cell vectors (angstrom)
a 11.5446 0.0196 -0.1143
b 0.0902 11.6551 0.2192
c -0.5248 -2.7027 26.5154

Atoms: element, x, y, z (angstrom)
Si -1.0645 2.3611 1.0815
Si -0.955 5.6492 0.728
Si -1.0872 10.8589 1.1238
Si 2.7989 2.3015 1.2944
Si 2.8209 5.3398 0.777
Si 2.8487 10.9232 0.8136
Si 6.6142 2.3101 1.2273
Si 6.5591 5.3336 0.8754
Si 6.7091 10.8981 0.8833
Si 0.7949 2.3187 2.4283
Si 0.9186 6.0119 2.0357
Si 0.9393 10.3376 2.2082
Si 4.6856 2.2397 2.4834
Si 4.6873 6.003 2.0731
Si 4.738 10.2817 2.1429
Si 8.5606 2.3811 2.368
Si 8.5942 6.0831 1.9745
Si 8.5221 10.3668 2.231
Si 0.8337 4.3374 3.6299
Si 0.8714 8.1837 3.3605
Si 0.9455 12.0639 3.8587
Si 4.6679 4.2895 3.6938
Si 4.7229 8.1348 3.3736
Si 4.7273 11.9342 3.8307
Si 8.5674 4.3992 3.5539
Si 8.5888 8.1818 3.3149
Si 8.6041 12.1469 3.8394
Si -1.0883 4.3517 4.9535
Si -1.0347 8.1373 4.7843
Si -1.0348 12.0532 5.2278
Si 2.7443 4.3155 4.9341
Si 2.8305 8.1675 4.79
Si 2.8336 12.0927 5.1685
Si 6.6537 4.3174 4.9169
Si 6.619 8.1526 4.7433
Si 6.6455 12.0959 5.1508
Si -1.1283 2.4406 6.2613
Si -1.0563 6.314 6.2793
Si -1.055 10.0265 6.2935
Si 2.7684 2.4044 6.2661
Si 2.8137 6.2576 6.2242
Si 2.8738 10.0689 6.3274
Si 6.6014 2.4363 6.2199
Si 6.6189 6.2855 6.2146
Si 6.6566 10.0682 6.213
Si 0.8344 2.461 7.605
Si 0.8061 6.2478 7.5819
Si 0.8977 10.0367 7.6204
Si 4.7318 2.4786 7.6285
Si 4.7086 6.2268 7.6335
Si 4.7688 10.0734 7.6298
Si 8.5203 2.4951 7.5437
Si 8.5239 6.2257 7.5312
Si 8.5664 10.1225 7.5587
Si 0.8569 4.4232 9.0505
Si 0.8877 8.154 8.9396
Si 0.8708 12.1016 8.8663
Si 4.713 4.3628 9.1433
Si 4.7753 8.1324 8.9903
Si 4.8039 12.1116 8.9857
Si 8.4893 4.3933 8.984
Si 8.5638 8.1371 8.8448
Si 8.5411 12.116 8.8516
Si -1.1261 4.3641 10.4573
Si -1.0796 8.1929 10.193
Si -1.0434 12.1336 10.1808
Si 2.7473 4.3584 10.4769
Si 2.7895 8.0616 10.2588
Si 2.7852 12.1194 10.1403
Si 6.6828 4.3971 10.6079
Si 6.67 8.1185 10.2938
Si 6.7374 12.1949 10.2503
Si -1.1146 2.1908 11.5237
Si -1.0593 6.4682 11.735
Si -1.031 10.1653 11.4129
Si 2.6596 2.2516 11.4735
Si 2.7381 6.4005 11.9163
Si 2.7377 10.1462 11.353
Si 6.7496 2.2703 11.775
Si 6.6716 6.4255 12.0471
Si 6.754 10.1899 11.2939
Si 0.7353 1.6537 12.7677
Si 0.7487 7.1343 13.1011
Si 0.8617 10.2146 12.6245
Si 4.5864 1.6781 12.6858
Si 4.6146 7.0962 13.1752
Si 4.7368 10.1667 12.3469
Si 8.7917 1.5877 13.1035
Si 8.7757 7.1348 13.1786
Si 8.6396 10.1749 12.6131
Si -0.9137 5.9846 15.395
Si 12.6239 1.4044 17.0178
Si 4.9876 7.601 16.1067
Si 5.308 4.9616 19.9397
Si -0.2888 3.7256 22.801
Si 3.3723 10.2275 19.2877
Si 8.513 6.7373 23.012
Si 3.7679 1.6059 15.5153
Si 6.649 4.1954 24.8983
Si 7.4821 7.1539 17.4405
Si 2.8038 6.9157 24.4383
Si 1.1357 9.9619 17.519
Si 9.7281 3.6929 20.408
Si 3.8226 10.3314 16.4385
Si 5.8908 6.9773 24.4313
Si 10.8338 2.8074 15.1501
Si 8.3635 3.6655 22.7209
Si 4.9942 7.6855 19.0071
Si 9.4031 5.5885 25.6003
Si 14.5184 1.4938 19.4423
Si 10.3433 6.8705 20.6518
Si 3.3333 3.6777 21.7063
Si 2.3579 3.6779 24.3528
Si 10.2858 7.8433 17.6778
Si 1.2485 6.1909 22.1926
Si 5.1766 2.8513 17.9855
Si 7.7382 4.2243 18.5159
O -1.229 9.4991 0.1887
O -1.0353 3.9541 0.27
O 7.245 3.1527 23.8071
O -0.7683 6.9072 -0.3774
O 9.3947 7.5017 21.8638
O 3.4275 3.2518 23.2686
O 4.39 7.4236 24.0969
O 8.5118 3.0134 21.291
O 2.8083 3.6366 0.3911
O 4.6616 2.5284 16.5175
O 6.734 10.1287 -0.565
O 4.5254 1.7876 19.0017
O 6.58 3.7156 0.3647
O 6.5956 0.8985 0.2548
O 6.3267 6.0522 -0.5688
O 6.8075 3.0186 17.9256
O 10.8183 6.5721 16.7793
O 8.6851 11.5794 13.5497
O 11.32 9.0579 17.2404
O 0.8811 11.6612 13.5351
O 0.8485 8.8259 13.4602
O 10.2502 7.6436 19.2663
O 0.4519 2.5829 14.1165
O 4.6775 8.778 13.2483
O 4.4047 6.7696 14.8107
O 4.1196 11.6775 15.6191
O 4.0718 2.2887 14.1686
O 4.265 7.2786 17.5389
O 8.6706 8.7738 13.5005
O -2.2469 6.4425 14.6312
O 0.0334 5.3466 22.8738
O 9.5545 6.3952 24.2049
O 6.6085 7.7533 18.6905
O 0.8819 3.1132 23.6874
O 4.6187 4.2996 18.5696
O 0.4322 6.399 14.5503
O 5.7801 5.317 24.2556
O 4.0581 10.7864 17.9283
O 7.1397 7.516 23.4651
O 9.445 2.1679 14.5262
O 4.753 6.4891 20.0505
O 2.2831 5.0098 21.5959
O 2.2484 1.6928 16.0058
O 1.874 9.6526 18.9092
O 9.8228 3.5293 23.3733
O 7.9708 5.5497 17.6504
O 0.6901 11.503 17.425
O 6.8876 4.8283 19.8216
O 11.0759 3.1722 21.151
O 2.3011 7.5909 25.7847
O 14.2998 2.5168 20.6921
O 6.5825 7.1543 16.1741
O 4.7804 11.6585 13.0825
O 7.881 4.9905 25.6423
O 1.9419 7.2928 23.1467
O 2.5211 5.3 24.5267
O 11.3116 2.2548 16.51
O 2.3131 9.7116 16.3478
O -0.9621 4.3666 15.5228
O 13.3733 1.7646 18.4339
O 2.4926 3.1842 25.8339
O 9.1721 3.4461 18.8925
O 7.9872 5.2272 22.5103
O -1.0465 12.462 0.5449
O 9.892 5.3267 20.4646
O 4.3402 9.0049 19.738
O 8.7732 8.1036 17.2832
O 2.8778 12.5511 0.4998
O 4.775 4.1258 21.2276
O 4.8915 9.2515 15.9242
O 3.1606 11.5396 20.276
O 11.982 7.0213 20.9627

Results
free energy: -47201.814 eV
free energy less fixed offsets of O -463.61, Si -117.95 eV per atom: -21.744 eV
pressure: -0.91 GPa
stress xx, yy, zz, yz, xz, xy (GPa, positive in tension): 0.02, 4.56, -1.85, 2.36, -1.24, 0.93

Forces (eV/angstrom), in the order of the atoms: element, x, y, z
Si -0.6192 0.7052 -0.82
Si -0.6175 -0.9094 -0.1191
Si 0.0105 -0.0398 0.0478
Si -0.6182 -1.7386 -1.6184
Si 0.194 -2.1844 0.9403
Si -0.1338 0.2425 -0.7456
Si -0.4916 -1.0068 -1.521
Si 0.372 -0.4789 -0.8539
Si -0.6111 1.0277 -0.8352
Si 0.3202 0.6359 -0.0382
Si 0.1194 0.5671 0.2138
Si 0.0833 0.222 0.0038
Si 0.5979 0.8404 0.56
Si -0.2056 -0.1159 0.713
Si 0.1697 -0.2071 -0.202
Si 0.7651 0.5759 -0.2587
Si -0.1152 0.2432 -0.5862
Si 0.4598 0.3871 0.7022
Si -0.1457 -0.3987 0.021
Si 0.5369 -0.2511 -0.3392
Si -0.7928 -0.6447 0.3325
Si 0.3153 -0.2402 -0.5242
Si -0.1884 -0.0145 -0.8893
Si 0.1204 0.033 0.2264
Si -0.2588 -0.3868 0.0172
Si -0.6167 -0.1213 -0.3716
Si -0.5578 -0.8635 -0.0335
Si 0.3071 0.4012 0.2719
Si -0.0551 0.4375 0.1824
Si 0.6717 0.3986 -0.2736
Si 0.0284 0.0123 0.3836
Si -0.2887 0.2018 0.1403
Si 0.2728 -0.1716 0.2716
Si -0.1966 0.6709 -0.2458
Si 0.6114 0.2192 0.0747
Si 0.1917 0.2708 -0.3044
Si 0.3904 -0.1667 0.3679
Si -0.7902 -0.7415 -0.415
Si 0.1354 -0.3329 0.2719
Si 0.1515 0.2044 0.315
Si -0.5243 -0.0242 0.3207
Si -0.731 -0.2488 -0.4639
Si -0.0636 -0.2255 0.2892
Si -0.3082 -0.3866 -0.1276
Si 0.0023 -0.4277 0.2672
Si -0.2081 0.6358 -0.4265
Si 1.0755 0.4318 0.1301
Si 0.0499 0.5703 -0.2416
Si -0.3962 0.1193 -0.1435
Si 0.2171 0.0829 -0.0084
Si 0.529 0.2055 0.5874
Si 0.0113 -0.0661 -0.2462
Si 0.4862 0.5298 -0.2166
Si -0.0659 -0.4516 -0.0661
Si -0.4062 -0.6348 0.1066
Si -0.1882 -0.4524 -0.0665
Si -0.0353 -0.7155 -0.109
Si 0.2917 -0.0692 -0.0172
Si -0.5577 -0.0369 -0.3547
Si -0.2903 -0.2228 -0.5896
Si -0.0688 -0.2023 0.4815
Si -0.7581 0.2079 -0.0617
Si 0.4729 -0.0329 -0.3644
Si 0.5533 0.1228 0.1889
Si 0.5949 -0.064 0.119
Si -0.0883 -0.339 0.0289
Si -0.1457 0.6358 0.1775
Si 0.0725 0.5565 -0.0432
Si -0.0401 0.0144 0.1746
Si -0.1222 0.0425 -0.1159
Si 0.7961 -0.3466 -0.0367
Si 0.0308 0.4999 0.4473
Si -0.564 -0.1298 0.0746
Si -0.2811 0.2398 0.0375
Si -0.4162 0.2332 -0.5883
Si 0.0954 -0.7238 0.2995
Si -0.2265 -0.1075 0.1636
Si -0.1154 -0.099 -0.989
Si -0.2227 -0.2233 0.5154
Si 0.251 0.3427 0.1018
Si 0.0194 -0.5786 0.2952
Si 0.342 -0.694 1.3793
Si 0.2497 0.5685 0.6984
Si 0.3606 1.3617 1.0861
Si -0.2663 -0.8056 0.6822
Si 0.1717 0.8363 0.7809
Si 0.3692 0.4223 1.2958
Si 0.3113 -0.6384 -0.117
Si -0.8364 0.7595 -1.888
Si -0.1143 0.5966 1.091
Si 1.53 -1.4871 0.5158
Si 0.9853 0.3452 -1.2627
Si 0.0701 0.4375 -1.047
Si -1.8458 -0.4421 -0.34
Si 0.8253 1.2787 0.4625
Si -0.5018 0.5476 0.6182
Si -0.2856 -1.5646 -0.8183
Si -0.2646 -0.504 2.6408
Si 1.4805 -0.9795 0.5191
Si 1.4944 -1.1106 2.0071
Si 1.8099 -0.7512 -0.408
Si -0.8257 -1.3848 -1.3935
Si -0.5763 0.7278 -0.782
Si -0.1456 -0.0793 -1.8112
Si 0.3471 -1.0616 -0.3584
Si -0.9189 1.9299 -3.3118
Si -1.6524 0.855 1.811
Si -0.4548 -0.0212 -0.302
Si -0.3138 -0.3335 0.3267
Si 3.5429 -0.4878 2.3902
Si 1.2555 -0.2159 1.2588
Si -1.6822 1.713 0.3486
Si -2.1556 1.2645 -0.7961
Si 2.3599 0.291 -0.811
Si 0.3135 -1.546 -0.6552
Si -0.284 1.0167 0.2271
Si -0.011 -0.887 1.0123
O 0.0008 -0.1174 -0.1107
O 0.0611 0.0249 0.7628
O 0.7277 -0.1751 -0.9003
O -0.1108 0.0821 0.0224
O -0.0738 -0.5385 -0.679
O 0.812 -0.6911 -0.5879
O -1.8864 -0.2932 0.1551
O -0.0309 -0.2639 -1.0123
O -0.0586 2.558 0.2846
O 0.0379 -0.5735 -0.1223
O 0.1963 0.0081 0.3108
O -1.0045 -0.7438 0.319
O -0.0397 0.8644 0.7167
O 0.0936 -0.2201 1.177
O -0.0262 0.2536 0.202
O -0.2128 0.1636 -0.0329
O -0.646 0.5196 0.4861
O 0.1446 0.4409 -0.5055
O 0.5007 0.2787 0.5545
O -0.0928 0.5866 -1.1838
O -0.1509 -2.4858 0.2953
O -0.2237 0.1613 -0.3749
O -0.1099 -0.3142 -0.1287
O 0.1288 -0.7505 -0.2799
O 0.3552 0.5078 0.0955
O 0.2874 -0.0128 -0.0438
O 1.0763 0.4909 -3.6347
O 0.7889 0.6011 0.7356
O 0.059 -0.518 -0.2191
O -0.2824 -0.2503 1.3867
O -0.067 -0.9486 0.0115
O -0.1859 -0.0825 0.045
O -0.552 -0.0095 0.0141
O 1.9574 0.0195 1.0718
O 0.8917 0.1217 0.4147
O -0.2185 0.3767 -0.4045
O -1.0232 2.6254 -0.3712
O 0.0665 0.3371 1.7954
O -0.292 -0.4248 0.4701
O -0.3906 -0.2227 -0.342
O 0.3894 -0.5806 0.0703
O 0.3017 -0.0604 0.4711
O -1.6614 -0.152 1.0825
O 0.8043 0.1058 0.7905
O 0.271 -0.1907 0.7085
O -0.0668 1.5115 -0.5756
O -0.0042 0.518 -0.0073
O 1.1219 -0.3933 -0.5665
O 0.4202 -0.0476 -0.1989
O -0.0704 0.2979 1.3249
O -0.2206 -0.9395 -0.4056
O -2.1569 0.5489 -1.7995
O -0.0549 0.8995 -0.1017
O 0.1359 0.2164 0.2894
O -0.2817 0.3191 -0.5365
O 0.2085 0.1751 0.1283
O 1.6537 -1.8638 3.1191
O -0.8831 0.3298 0.5029
O -0.0646 0.1952 -0.3853
O -2.4338 0.2792 -2.018
O 0.0812 0.0999 -0.8882
O -0.4148 0.7585 0.1647
O 0.5046 1.6008 0.2165
O 0.0147 0.0727 0.2678
O -0.1457 -0.2774 -0.1389
O 0.2018 -0.3513 -0.2882
O -1.0381 0.1323 -0.5783
O -0.0655 0.5696 1.2578
O 1.0105 0.5648 -0.5052
O 0.2558 -1.6713 0.1905
O 0.0524 -0.1197 -0.9125
O -1.3031 0.1716 -0.7148
